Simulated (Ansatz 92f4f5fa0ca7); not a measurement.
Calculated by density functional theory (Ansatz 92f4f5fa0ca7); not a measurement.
Periodic cell of 192 atoms, Si128O64, from a study of silicon, its oxide and their interface. The atomic structure is a simulated model.
This geometry differs little from another in the collection (a relaxation step or a small displacement).

Settings: functional r2SCAN; potential files Ansatz PAW; basis plane waves; wave-function cutoff 800 eV; density cutoff ratio 5; exchange-correlation grid ratio 1; k mesh 1 x 1 x 1, shifted by 0.5 0.5 0 of a step; self-consistency stop 1e-10 eV per atom in the density residual; occupations fixed; spin none; net charge 0.

Cell vectors (angstrom)
a 10.888 0 0
b 0 10.888 0
c 0 0 28.4403

Atoms: element, x, y, z (angstrom)
Si -0.418 0.607 -0.0024
Si 2.8943 2.4104 -0.0643
Si 1.3238 6.9918 1.4342
Si 2.9824 7.9992 0.0798
Si 1.3331 -1.1086 -2.0568
Si 8.5436 2.5094 -0.1432
Si 5.179 5.6902 0.0487
Si 8.1034 7.6721 -0.2638
Si 1.3055 1.455 1.3504
Si 4.0029 4.066 1.2403
Si -0.2231 5.8536 0.1591
Si 4.8646 10.8116 -0.2205
Si 7.0016 1.499 1.3143
Si 10.9057 2.842 2.7367
Si 6.7377 6.7782 1.3972
Si 10.85 8.3735 2.7246
Si -1.3451 4.12 1.2849
Si 2.6151 0.0227 2.7356
Si -1.3726 9.8663 1.3847
Si 2.6704 5.4594 2.6667
Si 5.4508 2.7764 2.6115
Si 8.1346 0.1204 2.8452
Si 5.5109 8.2358 2.7685
Si 8.1389 5.4204 2.6953
Si 1.3723 4.1484 4.1182
Si 4.0773 1.3955 4.0047
Si 1.319 9.601 4.1655
Si 4.0935 6.8073 4.0291
Si 6.7803 4.0885 4.0695
Si 9.5597 1.4568 4.1215
Si 6.8244 9.5749 4.1569
Si 9.5073 6.8675 4.0093
Si -0.0165 0.0686 5.5086
Si 2.736 2.7374 5.4301
Si -0.0256 5.5119 5.4137
Si 2.7216 8.1599 5.4081
Si 5.4075 0.0312 5.4323
Si 8.1423 2.7588 5.4551
Si 5.4312 5.4523 5.4378
Si 8.1784 8.1731 5.4684
Si 1.3837 1.391 6.8402
Si 4.0909 4.0745 6.8118
Si 1.364 6.8156 6.7879
Si 4.0795 9.5102 6.7764
Si 6.801 1.3539 6.7959
Si 9.5116 4.131 6.7802
Si 6.804 6.7977 6.8114
Si 9.5331 9.5412 6.8346
Si -0.0291 2.7582 8.1511
Si 2.7363 -0.0406 8.1577
Si 0.0432 8.1828 8.1652
Si 2.6977 5.4242 8.1538
Si 5.4353 2.6732 8.1674
Si 8.1583 0.0052 8.1854
Si 5.4329 8.1552 8.1624
Si 8.1723 5.4427 8.1842
Si 1.3446 4.0596 9.5342
Si 4.0928 1.2737 9.5396
Si 1.4021 9.5109 9.5625
Si 4.0538 6.7802 9.5129
Si 6.823 4.0089 9.4986
Si 9.5465 1.3664 9.5409
Si 6.7997 9.5114 9.5249
Si 9.5802 6.8118 9.5027
Si 0.0666 0.0188 10.8978
Si 2.6383 2.5711 10.8426
Si 0.0391 5.4701 10.9019
Si 2.7411 8.1324 10.9534
Si 5.4379 -0.0867 10.954
Si 8.155 2.6709 10.9297
Si 5.395 5.3259 10.7842
Si 8.2198 8.1739 10.8339
Si 1.4226 1.2492 12.4227
Si 4.0201 3.8953 12.1009
Si 1.3957 6.7865 12.3493
Si 4.1171 9.4217 12.3831
Si 6.7979 1.2643 12.3161
Si 9.5738 4.069 12.1981
Si 6.825 6.7009 11.9997
Si 9.5858 9.572 12.2008
Si -0.0085 2.7449 13.6179
Si 2.8316 -0.1563 13.9124
Si 0.0013 8.2458 13.6406
Si 2.7916 5.2504 13.5345
Si 5.3069 2.5879 13.5725
Si 8.2442 -0.0339 13.6706
Si 5.5702 7.927 13.5068
Si 8.1226 5.4046 13.4392
Si 1.3978 4.0363 15.0367
Si 4.1537 1.3358 15.3083
Si 3.9493 7.4672 17.1486
Si 4.7441 5.9859 14.6328
Si 7.5846 2.7485 16.2732
Si 9.3951 1.5734 15.0422
Si 7.331 8.9226 14.6972
Si 10.4877 5.9627 16.9232
Si 1.7413 -2.7287 17.22
Si 6.0123 0.8089 16.97
Si 2.3149 2.3664 16.4813
Si 1.2097 9.5559 15.2557
Si 6.3314 -1.6136 16.7716
Si 11.2815 0.7344 16.2506
Si 6.4903 4.2393 14.6763
Si 9.0117 7.2343 14.639
Si -1.1485 26.6244 25.1022
Si 32.4389 -20.8188 19.3192
Si -3.7294 3.8755 26.6425
Si 8.4883 -6.738 22.4936
Si 8.1862 24.1814 20.2812
Si -3.306 21.7344 24.0753
Si 4.03 9.5161 29.938
Si -17.8556 -1.0746 21.8736
Si -26.5187 -18.9723 23.9046
Si -8.2562 -16.0896 23.8961
Si 13.2256 2.1695 19.5495
Si -11.5926 -0.7623 23.0882
Si 12.8036 21.0168 19.7384
Si -5.6909 7.4813 23.4793
Si 14.0613 13.8725 22.5674
Si 40.0756 -4.162 21.5132
Si 23.1785 26.1022 26.4046
Si 27.8216 -10.4453 20.0991
Si 0.2253 -14.2195 24.3814
Si 6.3417 -4.0145 18.6145
Si 8.1282 -28.271 17.9239
Si 2.102 -32.2676 23.8216
Si 40.6373 -23.0552 21.4564
Si 17.117 30.7971 26.0696
O 6.9093 19.1684 -10.469
O -11.6057 39.0727 -3.417
O -8.7198 13.9571 -1.3786
O 4.0746 -14.9254 -0.4789
O -17.9165 1.1752 -0.5967
O 22.4631 -2.3264 -2.8878
O 3.3928 21.4323 -5.2371
O -5.3845 8.2303 -3.5696
O 12.3656 6.81 -4.7888
O 26.6138 10.8551 -7.3953
O 13.5622 -8.0679 -10.3676
O 39.4338 -20.0219 -7.7292
O 13.2956 -5.8408 -3.0705
O 24.037 1.9676 -4.9801
O -2.2665 20.0063 0.2273
O 15.61 -36.5984 -9.9578
O 18.7735 -7.2142 19.3478
O 9.6041 -6.5987 23.6141
O -4.3658 -26.0409 20.1853
O 28.0783 11.4425 28.5959
O -11.4587 8.5205 23.3499
O -1.6779 -0.0044 24.1581
O 5.5949 -20.942 18.5909
O -6.7148 6.235 16.1347
O 27.9866 -7.7167 25.4974
O -8.8418 -10.9196 25.3858
O 9.6681 -5.9083 17.922
O 24.4983 22.3748 19.3685
O -6.212 -13.2998 22.3174
O -3.8272 -5.2514 17.8312
O 28.931 -0.7487 20.1705
O -12.4295 17.7168 16.1893
O 9.1159 1.3147 19.5436
O -4.3732 -14.9952 22.8582
O 24.4408 9.3837 20.9476
O 10.7803 11.3833 17.7822
O 0.745 10.7958 23.0992
O -8.5112 30.7969 27.3735
O 8.4281 -5.3942 21.6175
O 18.0773 18.8549 26.8546
O -10.6956 21.5134 27.1685
O 13.4952 4.485 22.8073
O 22.483 13.1351 19.6818
O 0.4411 15.9873 15.8527
O 14.968 6.3714 23.8107
O 11.5221 7.0071 17.6086
O 6.1333 -5.9409 27.3562
O -2.6018 -2.8352 21.3107
O 10.8974 -7.005 25.7127
O 5.1216 -12.0218 27.0035
O 9.3928 -0.5502 21.6861
O 7.1078 10.2266 25.4696
O -9.0337 -12.5999 18.4661
O 19.8401 13.7869 21.5978
O -7.8456 -8.1744 20.9336
O 4.6798 2.8255 23.196
O 7.0241 14.7805 23.1084
O 15.6227 -12.9542 16.6328
O 0.915 -16.3737 27.5032
O -3.7465 9.881 22.8353
O -4.0183 -9.5211 23.7957
O 19.2352 4.7206 25.9041
O 22.1918 -11.1883 20.1234
O 31.2132 6.7409 27.9107

Results
free energy: -118370.874 eV
free energy less fixed offsets of O -570.45, Si -639.56 eV per atom: 1.606 eV

Forces (eV/angstrom), in the order of the atoms: element, x, y, z
Si -0.017 -0.0644 0.1054
Si 0.0189 0.0012 0.1309
Si 0.0345 0 0.0765
Si -0.0249 0.008 0.1282
Si 0.0562 -0.046 0.114
Si -0.018 0.1127 0.1997
Si -0.0097 0.0304 0.1425
Si 0.0173 0.0065 0.0642
Si 0.0123 0.0329 -0.0047
Si -0.0148 -0.0146 0.0395
Si -0.047 -0.0244 0.0651
Si -0.0423 -0.0089 0.0503
Si -0.0027 0.0378 0.0145
Si -0.0057 0.0009 0.0149
Si -0.0209 -0.0015 0.0128
Si 0.0373 0.0418 -0.0228
Si 0.0756 0.015 -0.0064
Si 0.0016 -0.0575 0.0532
Si -0.012 -0.0002 0.0893
Si 0.0018 0.0209 0.0306
Si 0.0222 0.0336 -0.0094
Si 0.0102 -0.007 0.0109
Si 0.0058 -0.0156 0.0321
Si -0.0501 0.0263 0.0321
Si 0.0042 0.0055 -0.0371
Si -0.0152 0.0003 -0.0018
Si -0.0074 0.0032 0.0105
Si 0.0047 0.0186 -0.0142
Si 0.0204 -0.0222 -0.008
Si 0.0358 0.0018 0.0082
Si -0.0216 -0.0179 -0.0216
Si -0.0421 -0.0242 -0.0053
Si -0.0023 0.0259 0.0238
Si -0.0283 -0.0006 -0.0025
Si -0.0171 -0.0099 -0.0066
Si -0.0176 -0.0274 0.0085
Si 0.04 -0.0269 -0.0047
Si -0.0087 0.0177 -0.0112
Si 0.0124 -0.0199 -0.0047
Si 0.0168 0.0484 -0.0206
Si -0.0167 0.0064 0.0228
Si 0.0308 0.0069 0.0015
Si 0.0012 0.0007 -0.0086
Si -0.0149 0.0174 0.0222
Si 0.0007 0.0016 0.0123
Si 0.0116 -0.0226 0.025
Si 0.0092 -0.0143 0.0094
Si -0.0039 0.004 0.0234
Si 0.0127 0.0133 0.0128
Si 0.0017 0.0087 0.0134
Si -0.0367 0.0418 0.0074
Si 0.0147 -0.0298 -0.0012
Si 0.0025 -0.001 -0.0003
Si 0.0115 -0.0079 -0.0014
Si 0.0246 -0.032 -0.0199
Si -0.0212 0.0159 -0.0234
Si -0.0262 0.0205 -0.0108
Si 0.0316 -0.0146 -0.011
Si 0.014 -0.0352 -0.0207
Si 0.023 0.0064 0.01
Si 0.0211 0.0221 -0.0035
Si -0.0317 -0.0037 -0.008
Si -0.0221 -0.0131 0.0142
Si -0.026 -0.0181 0.0129
Si -0.0044 0.0198 0.0008
Si 0.0595 0.0023 0.033
Si -0.0098 -0.0284 -0.0113
Si -0.0105 0.009 0.0109
Si 0.0231 -0.0007 -0.0182
Si -0.0015 0.0061 -0.0045
Si -0.0054 -0.0065 -0.0523
Si -0.0527 0.001 -0.0571
Si 0.0124 -0.0535 -0.0385
Si -0.0019 0.0069 -0.042
Si 0.0338 -0.0064 -0.0223
Si -0.0424 0.0233 -0.019
Si 0.0049 -0.0193 -0.0163
Si 0.0518 -0.0139 -0.0433
Si 0.0328 -0.0161 -0.0553
Si -0.0217 -0.0356 0.0169
Si 0.0336 0.113 -0.0138
Si 0.0327 -0.0667 -0.0583
Si -0.0655 -0.0319 -0.0399
Si 0.0241 0.0361 0.0203
Si 0.016 0.0643 -0.0164
Si 0.0054 0.0134 -0.0038
Si 0.057 -0.0001 0.0929
Si -0.0392 -0.0248 0.0462
Si 0.0214 0.0192 -0.2032
Si 0.1112 -0.005 -0.0398
Si 0.0134 0.0233 -0.0838
Si 0.0041 0.0083 -0.1641
Si -0.0078 0.0511 -0.1592
Si -0.1191 -0.0472 -0.0773
Si 0.0283 -0.0111 -0.0174
Si 0.0457 0.0093 -0.1875
Si 0.093 -0.0017 -0.097
Si -0.0351 -0.0322 0.0257
Si -0.0379 -0.1397 -0.0202
Si -0.0234 0.0236 -0.0828
Si -0.0167 -0.0509 -0.1687
Si 0.0431 0.033 0.0012
Si 0.0887 -0.0287 -0.0679
Si -0.0328 0.0688 -0.1264
Si 0.0999 0.0212 -0.021
Si 0.0544 -0.0799 -0.098
Si -0.0771 0.0874 -0.0863
Si -0.0204 -0.0015 0.016
Si 0.0165 0.0138 -0.0394
Si -0.0476 -0.0486 0.0481
Si -0.0249 -0.0181 0.0169
Si 0.0153 -0.0268 0.0014
Si 0.016 0.0103 0.046
Si -0.0109 -0.0016 0.0789
Si -0.0131 -0.0172 -0.0731
Si -0.0065 0.015 -0.0041
Si -0.0338 -0.0222 -0.0655
Si 0.0148 0.0337 0.0504
Si 0.0213 0.0123 0.0307
Si -0.0451 0.0307 0.0003
Si 0.0564 -0.0114 0.0764
Si 0.0076 -0.0234 0.0321
Si 0.0082 -0.0041 0.0492
Si -0.0591 0.042 -0.0447
Si -0.099 0.0661 -0.0162
Si -0.0118 0.0029 0.0894
Si -0.0121 0.0033 -0.0023
Si -0.0392 -0.014 0.1325
O -0.0311 -0.0471 0.0444
O -0.0327 0.0144 -0.0068
O -0.0403 0.0262 -0.0574
O 0.0332 -0.0473 -0.0975
O 0.0152 -0.0021 -0.0427
O -0.01 -0.0386 -0.0317
O 0.0199 -0.0143 -0.0045
O -0.0181 -0.01 -0.0474
O -0.003 0.0106 -0.0288
O -0.0217 0.0184 -0.0196
O 0.0486 0.0312 0.1788
O -0.0197 -0.0142 0.0031
O 0.0097 -0.0121 -0.0192
O -0.0083 0.0123 -0.0178
O 0.024 -0.0331 0.0224
O 0.0134 -0.0543 0.071
O -0.0093 -0.022 0.0879
O 0.0056 -0.0166 -0.0215
O -0.0118 -0.0109 0.0303
O -0.033 -0.0083 0.0072
O -0.0225 -0.0169 -0.0271
O 0.0018 0.0214 0.0096
O -0.0271 -0.0201 0.0024
O -0.0749 0.056 0.2034
O -0.0257 0.0214 0.0289
O 0.0124 0.0396 -0.0411
O 0.0017 -0.0227 0.0351
O 0.044 0.0449 -0.0141
O -0.0019 -0.001 -0.0212
O 0.0127 -0.0637 -0.0015
O -0.0026 -0.0068 -0.0586
O 0.0152 -0.0046 0.1285
O -0.0249 0.0026 0.0215
O 0.0134 -0.0042 0.0178
O -0.0185 -0.0103 0.0067
O -0.0976 -0.0109 0.1666
O -0.0108 0.0092 -0.0265
O -0.0708 0.0681 -0.1009
O 0.0244 0.0002 -0.0047
O 0.0171 0.0197 -0.079
O 0.0504 -0.0189 -0.0163
O -0.0069 -0.0085 -0.0344
O 0.0048 0.0257 0.0322
O -0.0615 0.0133 0.0614
O 0.0118 -0.0038 -0.0051
O 0.0527 0.0508 0.0343
O 0.1143 -0.1577 -0.1098
O 0.0355 -0.0195 0.0164
O -0.0697 0.001 -0.0193
O 0.0461 -0.0244 -0.1061
O -0.0006 -0.0033 0.0298
O 0.044 0.0512 -0.0375
O -0.0773 0.0469 0.0962
O 0.0236 -0.0042 0.0148
O 0.0292 0.0053 -0.0102
O -0.0273 -0.0055 -0.022
O -0.0088 0.0131 -0.0071
O 0.0242 0.0254 0.0048
O 0.0126 0.0029 -0.0329
O 0.0038 0.0042 -0.0014
O 0.0123 0.007 -0.0232
O -0.0446 -0.006 0.0104
O -0.0347 0.0073 0.0622
O -0.0064 -0.0038 -0.0287

The program warned: the cutoff lies below the one the program advises for these potential files; the forces do not sum to zero within the program's tolerance; empty levels may hold ghost states of the PAW files; the exchange-correlation potential is rough where the density is thin.
